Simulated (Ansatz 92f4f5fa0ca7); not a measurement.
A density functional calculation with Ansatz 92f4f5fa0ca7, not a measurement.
Periodic cell of 441 atoms, Si288O153, from a study of silicon, its oxide and their interface. The atomic structure is a simulated model.
Doubt: the cutoff is far below the 930 eV that the study's wrapper takes by default for these files, so forces and energies are approximate.

Settings: functional PBE; potential files Ansatz PAW; basis plane waves; wave-function cutoff 580 eV; density cutoff ratio 5; exchange-correlation grid ratio 1; k mesh 1 x 1 x 1, Gamma-centred; self-consistency stop 5e-08 eV per atom in the density residual; occupations fixed; spin none; net charge 0.

Cell vectors (angstrom)
a	15.4687	0	0
b	0	15.4687	0
c	-3.6206	4.1968	32.3872

Atoms and the computed forces on them: element, x, y, z (angstrom), force x, y, z (eV/angstrom)
Si	-3.605	4.49	23.501	0.062	0.123	-0.385
Si	-3.589	7.651	23.42	-0.008	-0.02	-0.348
Si	-3.775	12.357	23.506	0.005	0.049	-0.384
Si	-3.658	0.06	23.564	0.037	-0.095	-0.381
Si	0.339	3.894	23.413	0.337	-0.12	-0.307
Si	0.22	8.352	23.406	-0.015	0.088	-0.12
Si	0.209	11.49	23.504	-0.015	-0.222	-0.171
Si	0.222	0.768	23.516	-0.05	0.099	-0.223
Si	4.165	3.81	23.735	0.029	0.272	0.014
Si	4.043	8.123	23.705	-0.142	0.131	-0.43
Si	4.147	11.329	23.428	0.075	-0.149	-0.22
Si	-7.342	3.894	23.679	-0.229	0.006	-0.515
Si	-7.515	8.376	23.525	0.024	0.236	-0.442
Si	-7.539	11.502	23.665	0.007	0.074	-0.382
Si	-7.411	0.799	23.565	0.059	-0.028	-0.554
Si	-1.619	4.212	24.774	-0.046	0.042	-0.15
Si	-1.698	8.049	24.8	0.061	-0.003	-0.165
Si	-1.758	11.877	24.77	-0.091	0.104	-0.06
Si	-1.689	0.404	24.87	-0.014	-0.139	-0.071
Si	2.177	4.181	24.914	-0.008	-0.119	0.001
Si	2.083	8.059	24.917	-0.188	0.044	-0.092
Si	2.188	11.885	24.739	0.082	-0.088	-0.073
Si	2.25	0.467	24.727	-0.075	-0.031	-0.041
Si	6.121	4.174	24.969	0.077	-0.124	-0.025
Si	6.052	8.03	24.916	0.1	0.015	-0.093
Si	5.966	11.841	24.885	-0.004	-0.006	-0.102
Si	5.999	0.447	24.72	0.124	-0.033	-0.107
Si	-5.437	4.168	24.973	-0.036	0.073	-0.119
Si	-5.53	8.066	24.782	0.032	-0.049	-0.136
Si	-5.594	11.949	24.933	-0.094	-0.033	-0.087
Si	-5.549	0.369	24.944	-0.032	-0.104	-0.119
Si	-1.629	6.13	26.185	-0.028	-0.017	0.06
Si	-1.765	9.979	26.195	0.022	0.021	0.021
Si	-1.654	13.85	26.167	-0.024	0.031	-0.006
Si	-1.7	2.316	26.227	-0.006	-0.019	0.021
Si	2.147	6.13	26.245	-0.006	-0.056	0.043
Si	2.147	10.02	26.24	-0.004	0.011	0.077
Si	2.224	13.9	26.071	-0.058	-0.02	-0.092
Si	2.169	2.248	26.278	-0.057	0.199	0.049
Si	6.086	6.121	26.276	0.006	-0.027	0.012
Si	6.022	9.972	26.294	-0.007	-0.132	0.174
Si	5.982	13.9	26.103	0.04	0.012	-0.055
Si	6.094	2.217	26.293	0.032	0.259	0.049
Si	-5.543	6.159	26.222	-0.013	0.045	0.105
Si	-5.511	9.979	26.218	0.013	-0.054	0.099
Si	-5.628	13.88	26.267	0.018	0.051	0.186
Si	-5.475	2.261	26.314	0.066	-0.016	0.19
Si	-3.588	6.137	27.574	0.001	-0.017	-0.068
Si	-3.629	9.988	27.624	-0.011	-0.015	-0.025
Si	-3.618	13.865	27.571	0.001	-0.009	-0.081
Si	-3.571	2.27	27.651	-0.04	0.022	-0.018
Si	0.244	6.127	27.621	0.002	-0.019	-0.021
Si	0.192	10.006	27.581	0.082	0.019	-0.04
Si	0.294	13.867	27.532	-0.073	0.008	0.038
Si	0.227	2.264	27.609	0.061	-0.019	0.021
Si	4.111	6.134	27.591	-0.005	-0.014	0.004
Si	4.078	9.989	27.63	0.017	-0.004	-0.096
Si	4.097	13.874	27.542	0.001	-0.007	0.03
Si	4.124	2.26	27.618	0.022	-0.032	-0.032
Si	8.01	6.133	27.62	0.023	0.013	-0.002
Si	8.006	9.988	27.598	-0.09	0.015	-0.082
Si	7.892	13.876	27.577	0.077	0.023	0.006
Si	8.027	2.26	27.632	-0.062	-0.063	-0.023
Si	-3.621	4.197	28.968	0.058	0.263	0.082
Si	-3.621	8.064	28.968	0.098	-0.146	0.037
Si	-3.621	11.931	28.968	0.023	0.109	-0.097
Si	-3.621	15.798	28.968	0.187	-0.194	0.035
Si	0.247	4.197	28.968	-0.064	-0.05	0.097
Si	0.247	8.064	28.968	-0.084	0.122	-0.069
Si	0.247	11.931	28.968	0.01	0.128	-0.304
Si	0.247	15.798	28.968	-0.039	-0.158	-0.221
Si	4.114	4.197	28.968	-0.006	0.066	0
Si	4.114	8.064	28.968	-0.099	-0.119	0.109
Si	4.114	11.931	28.968	-0.05	0.176	-0.197
Si	4.114	15.798	28.968	-0.05	-0.129	-0.105
Si	7.981	4.197	28.968	0.092	0.031	0.137
Si	7.981	8.064	28.968	0.102	0.029	0.11
Si	7.981	11.931	28.968	-0.114	0.045	-0.193
Si	7.981	15.798	28.968	-0.047	-0.111	0.086
Si	1.934	0	3.417	-0.045	-0.216	0.055
Si	1.934	3.867	3.417	-0.023	0.211	0.008
Si	1.934	7.734	3.417	-0.023	-0.048	0.234
Si	1.934	11.602	3.417	-0.072	0.014	0.262
Si	5.801	0	3.417	-0.057	0.095	-0.181
Si	5.801	3.867	3.417	-0.042	-0.039	-0.03
Si	5.801	7.734	3.417	-0.165	0.163	0.141
Si	5.801	11.602	3.417	-0.214	-0.216	0.038
Si	9.668	0	3.417	0.061	-0.142	-0.145
Si	9.668	3.867	3.417	0.017	0.124	-0.165
Si	9.668	7.734	3.417	0.034	-0.172	-0.184
Si	9.668	11.602	3.417	0.131	0.196	-0.165
Si	-1.934	0	3.417	-0.002	-0.036	-0.089
Si	-1.934	3.867	3.417	0.071	-0.091	-0.047
Si	-1.934	7.734	3.417	0.186	0.286	0.099
Si	-1.934	11.602	3.417	0.14	-0.209	0.211
Si	1.922	1.936	4.749	0.001	0.002	0.032
Si	1.962	5.804	4.817	0.004	0.04	-0.001
Si	1.895	9.665	4.816	0.086	0.003	0.002
Si	1.914	-1.941	4.825	0.002	-0.025	0.049
Si	5.81	1.929	4.781	-0.023	-0.03	0.033
Si	5.8	5.803	4.77	0.02	-0.041	0.016
Si	5.743	9.671	4.834	-0.003	0.033	0.063
Si	5.75	-1.932	4.743	0.075	0.036	0.001
Si	9.665	1.933	4.741	-0.004	-0.014	0.039
Si	9.683	5.798	4.786	-0.002	-0.009	0.096
Si	9.7	9.669	4.727	-0.041	0.019	0.044
Si	9.676	-1.93	4.796	-0.012	-0.014	0.089
Si	-1.948	1.921	4.779	0.049	-0.021	0.046
Si	-1.902	5.81	4.749	-0.036	-0.009	0.051
Si	-1.88	9.669	4.857	-0.013	0.042	0.1
Si	-1.909	-1.937	4.773	-0.086	0.028	-0.007
Si	0.005	1.89	6.12	-0.117	-0.105	0.026
Si	-0.006	5.831	6.149	0.071	0.075	-0.07
Si	0.071	9.693	6.345	-0.127	-0.041	0.184
Si	-0.04	-1.97	6.218	0.06	0.072	0.113
Si	3.845	1.932	6.106	0.027	-0.038	-0.037
Si	3.92	5.807	6.202	-0.029	0.027	-0.11
Si	3.753	9.678	6.268	0.031	-0.06	0.128
Si	3.876	-1.929	6.175	0.02	0.089	0.06
Si	7.77	1.924	6.124	-0.017	0.029	-0.086
Si	7.723	5.79	6.129	-0.001	-0.011	-0.076
Si	7.781	9.695	6.06	0.063	-0.031	-0.205
Si	7.666	-1.915	6.079	-0.025	0.016	-0.18
Si	-3.908	1.939	6.119	-0.031	0.043	-0.149
Si	-3.809	5.808	6.119	0.027	0.022	-0.134
Si	-3.884	9.651	6.141	0	-0.061	-0.148
Si	-3.814	-1.935	6.151	0.008	0.029	-0.066
Si	0.024	-0.025	7.571	-0.064	0.041	0.077
Si	-0.026	3.854	7.393	-0.161	-0.147	0.078
Si	0.009	7.655	7.692	0.019	-0.042	0.138
Si	0.015	-3.769	7.811	0.03	-0.007	-0.041
Si	3.794	0.041	7.518	0.1	-0.077	0.065
Si	3.928	3.819	7.497	0.151	-0.048	0.167
Si	3.85	7.685	7.669	0.049	-0.033	0.18
Si	3.755	-3.784	7.654	0.111	-0.025	-0.046
Si	7.674	-0.016	7.459	-0.034	0.012	0.109
Si	7.775	3.842	7.498	0.082	0.08	0.14
Si	7.81	7.781	7.391	0.024	-0.087	0.172
Si	7.697	-3.846	7.386	0.009	-0.001	0.101
Si	-3.884	0.032	7.489	-0.038	-0.038	0.145
Si	-3.838	3.88	7.457	-0.008	-0.057	0.233
Si	-3.845	7.713	7.507	-0.061	-0.001	0.266
Si	-3.861	-3.897	7.487	-0.018	0.046	0.06
Si	1.939	-0.358	8.975	-0.015	-0.11	-0.136
Si	1.904	3.857	8.667	-0.019	0.324	0.431
Si	1.918	7.009	9.019	0.026	0.088	0.375
Si	1.945	-2.922	9.079	-0.057	0.132	-0.226
Si	5.753	0.359	8.813	-0.149	0.139	0.292
Si	5.884	3.501	8.86	0.025	-0.181	0.236
Si	5.962	8.109	8.77	-0.097	0.209	0.239
Si	5.819	-4.228	8.762	-0.124	-0.197	0.526
Si	-5.87	-0.337	8.752	0.052	-0.24	0.522
Si	-5.74	4.222	8.811	-0.09	0.209	0.272
Si	-5.79	7.385	8.818	-0.078	-0.122	0.233
Si	-5.857	-3.491	8.695	0.003	0.19	0.585
Si	-1.957	0.404	8.822	0.296	-0.036	0.389
Si	-1.91	3.575	8.802	0.082	0.053	0.237
Si	-1.997	7.944	8.982	0.141	0.02	0.145
Si	-2.038	-4.323	8.959	0.088	0.005	0.368
Si	1.935	1.391	10.767	-0.018	0.093	-0.002
Si	4.423	5.474	22.035	-0.232	-0.154	0.094
Si	-1.687	4.197	30.336	0.003	0.048	0.031
Si	-1.687	8.064	30.336	-0.012	-0.005	0.017
Si	-1.687	11.931	30.336	-0.01	0.107	0
Si	-1.687	15.798	30.336	-0.025	-0.14	0.018
Si	2.18	4.197	30.336	-0.007	0	0
Si	2.18	8.064	30.336	0.024	-0.013	0.003
Si	2.18	11.931	30.336	0.007	0.015	-0.014
Si	2.18	15.798	30.336	0.014	-0.016	-0.017
Si	6.047	4.197	30.336	-0.01	0.034	-0.005
Si	6.047	8.064	30.336	-0.002	0.001	-0.01
Si	6.047	11.931	30.336	0.019	-0.024	-0.012
Si	6.047	15.798	30.336	0.015	0.007	0.001
Si	-5.554	4.197	30.336	-0.014	0.031	0.014
Si	-5.554	8.064	30.336	-0.017	-0.045	0.009
Si	-5.554	11.931	30.336	0.021	0.101	-0.016
Si	-5.554	15.798	30.336	-0.016	-0.102	-0.009
Si	-1.687	6.13	31.703	0.017	0	0.008
Si	-1.687	9.998	31.703	0.02	-0.027	-0.015
Si	-1.687	13.865	31.703	-0.008	0.01	0.012
Si	-1.687	2.263	31.703	0.007	0.016	-0.008
Si	2.18	6.13	31.703	-0.038	-0.005	0.014
Si	2.18	9.998	31.703	0.017	0.001	0.005
Si	2.18	13.865	31.703	-0.044	0.011	0.006
Si	2.18	2.263	31.703	0.001	-0.008	0.006
Si	6.047	6.13	31.703	0.01	-0.003	0.013
Si	6.047	9.998	31.703	-0.029	0.021	0.008
Si	6.047	13.865	31.703	0.02	0.018	0.001
Si	6.047	2.263	31.703	-0.026	-0.042	0.009
Si	-5.554	6.13	31.703	0.004	0.004	0.014
Si	-5.554	9.998	31.703	0.013	-0.023	-0.018
Si	-5.554	13.865	31.703	0.042	0.004	0.014
Si	-5.554	2.263	31.703	0.003	0.02	-0.011
Si	0	1.934	0.683	0.03	-0.001	-0.011
Si	0	5.801	0.683	-0.014	0.032	-0.004
Si	0	9.668	0.683	0.032	-0.014	0.001
Si	0	-1.934	0.683	-0.004	-0.022	-0.005
Si	3.867	1.934	0.683	-0.05	-0.007	-0.007
Si	3.867	5.801	0.683	-0.025	0.006	0.003
Si	3.867	9.668	0.683	-0.027	-0.01	-0.008
Si	3.867	-1.934	0.683	-0.015	0.008	0.003
Si	7.734	1.934	0.683	0.012	0.01	-0.005
Si	7.734	5.801	0.683	-0.04	-0.025	0.003
Si	7.734	9.668	0.683	0.009	-0.011	-0.009
Si	7.734	-1.934	0.683	-0.017	0.031	-0.005
Si	11.602	1.934	0.683	0.023	0	-0.004
Si	11.602	5.801	0.683	0.045	-0.006	-0.003
Si	11.602	9.668	0.683	-0.005	-0.001	-0.006
Si	11.602	-1.934	0.683	0.042	0.01	-0.013
Si	0	0	2.05	0	0.015	-0.011
Si	0	3.867	2.05	-0.004	0.012	-0.018
Si	0	7.734	2.05	-0.015	-0.001	-0.003
Si	0	11.602	2.05	-0.005	-0.012	-0.004
Si	3.867	0	2.05	0.025	0.012	-0.013
Si	3.867	3.867	2.05	0.01	-0.021	-0.006
Si	3.867	7.734	2.05	0.018	0.057	0.004
Si	3.867	11.602	2.05	0.035	-0.05	-0.01
Si	7.734	0	2.05	-0.016	-0.06	0
Si	7.734	3.867	2.05	0.003	0.031	-0.005
Si	7.734	7.734	2.05	0.027	0.049	0.014
Si	7.734	11.602	2.05	0.022	-0.031	0.02
Si	11.602	0	2.05	-0.001	-0.057	-0.015
Si	11.602	3.867	2.05	-0.019	-0.001	-0.006
Si	11.602	7.734	2.05	-0.035	0.049	0.002
Si	11.602	11.602	2.05	-0.045	0.005	-0.007
Si	4.126	1.402	23.514	-0.042	-0.017	-0.111
Si	-5.291	1.859	10.892	-0.107	-0.114	0.196
Si	1.14	-2.433	13.945	-0.077	-0.15	0.277
Si	5.539	-4.769	14.52	0.195	-0.163	0.129
Si	0.815	8.81	14.895	-0.102	-0.054	0.165
Si	5.858	5.894	10.918	0.045	0.094	0.12
Si	4.334	8.865	19.117	-0.064	0.158	-0.276
Si	-3.579	7.349	15.583	-0.01	-0.064	0.111
Si	4.037	2.338	12.92	0.138	0.133	0.452
Si	7.725	6.458	13.405	0.21	0.062	0.521
Si	9.572	2.597	13.87	-0.083	0.071	0.582
Si	-3.289	10.162	16.188	-0.063	0.071	0.008
Si	7.663	-1.269	12.973	0.3	0.167	0.374
Si	-4.89	-1.883	12.893	-0.21	0.063	0.297
Si	-3.121	-4.259	11.729	-0.045	0.08	0.368
Si	-5.555	-5.731	10.944	-0.044	0.119	0.017
Si	-5.309	0.775	16.389	-0.077	-0.014	-0.007
Si	-1.274	-4.541	14.23	-0.113	-0.111	0.192
Si	3.109	9.657	12.937	0.056	-0.034	0.276
Si	2.497	-3.06	11.383	-0.096	-0.147	-0.205
Si	-0.434	4.589	13.36	0.12	0	0.366
Si	-1.317	10.027	18.67	-0.03	0.068	-0.301
Si	3.181	7.11	11.669	-0.003	0.146	0.466
Si	-2.426	-0.111	17.154	-0.131	0.004	-0.115
Si	6.809	1.602	13.748	0.145	0.06	0.261
Si	2.67	4.95	13.747	-0.115	-0.045	0.251
Si	9.022	-1.798	15.47	-0.005	0.024	0.239
Si	-6.296	10.779	16.389	-0.034	0.102	0.006
Si	-0.62	6.254	15.846	-0.04	-0.01	0.062
Si	-2.289	5.695	11.243	0.054	-0.006	0.148
Si	-3.374	8.743	20.409	-0.035	-0.069	-0.577
Si	-2.88	0.257	11.576	-0.164	-0.194	0.328
Si	-4.811	5.496	13.24	-0.137	-0.056	0.488
Si	-1.326	2.081	19.098	-0.089	0.001	-0.523
Si	-1.219	5.182	18.599	-0.134	0.032	-0.447
Si	3.919	4.99	16.7	0.17	0.03	-0.177
Si	3.092	12.667	18.19	0.166	-0.676	-0.342
Si	-6.945	5.013	18.8	0.184	-0.238	-0.473
Si	-2.188	13.004	19.321	-0.109	-0.173	-0.434
Si	4.498	0.699	15.32	0.163	0.058	0.075
Si	5.44	-2.007	10.975	0.233	-0.013	-0.083
Si	0.08	0.191	15.42	-0.148	0.087	0.294
Si	1.66	9.973	17.692	-0.02	0.023	-0.055
Si	-0.489	1.642	12.877	-0.077	0.156	0.388
Si	-7.742	-0.113	20.672	0.095	0.087	-0.439
Si	4.948	11.373	20.486	0.068	-0.215	-0.359
Si	3.929	2.151	17.896	-0.114	0.116	-0.24
Si	-3.588	2.238	21.215	-0.21	-0.044	-0.107
Si	1.355	0.88	18.296	-0.281	0.533	-0.314
Si	-4.595	11.5	20.545	-0.015	0.107	-0.358
Si	-7.907	6.029	21.555	0.176	-0.056	-0.134
Si	3.949	-2.36	15.211	0.072	0.045	0.306
Si	-8.692	9.199	17.075	0.135	-0.015	-0.104
Si	0.396	6.13	21.066	-0.093	-0.056	-0.13
Si	0.005	13.853	21.352	-0.374	-0.001	0.036
Si	4.676	0.801	20.462	0.252	0.2	-0.213
Si	3.14	6.064	19.523	0.12	0.122	-0.419
Si	8.102	9.622	13.574	-0.148	0.026	0.392
Si	2.351	-0.952	19.308	0.073	0.111	-0.334
Si	-8.585	6.13	16.335	0.031	-0.038	0.049
Si	-4.12	6.385	18.412	0.017	-0.062	-0.251
Si	-6.054	2.092	19.146	-0.14	0.064	-0.412
Si	-7.591	12.379	20.754	0.102	-0.045	-0.281
O	1.831	5.379	9.335	0.084	0.132	-0.437
O	3.872	8.533	12.046	0.026	-0.074	-0.173
O	-2.797	5.449	18.306	0.077	-0.027	0.092
O	-6.986	3.429	19.168	-0.051	-0.002	0.165
O	6.094	4.447	10.207	-0.064	-0.032	-0.132
O	5.641	-0.628	10.132	-0.04	0.053	-0.107
O	1.657	6.431	20.07	-0.092	-0.015	0.2
O	1.563	9.549	16.13	0.056	0.013	-0.01
O	5.911	-5.792	9.378	-0.109	-0.037	-0.74
O	5.925	-3.292	10.11	-0.046	0.003	-0.164
O	9.449	0.635	10.092	0.015	-0.041	-0.267
O	9.648	-1.924	9.316	0.002	0.025	-0.709
O	9.669	1.909	12.42	0.084	-0.065	-0.457
O	-5.799	8.32	10.183	0.013	-0.062	-0.149
O	-4.218	6.436	14.424	-0.017	-0.039	-0.145
O	6.576	5.952	12.378	-0.266	-0.103	-0.406
O	9.02	-5.635	12.281	0.187	0	-0.256
O	-3.661	3.589	22.116	0.023	0.113	0.316
O	-2.16	-0.43	10.272	0.16	0.118	-0.435
O	-1.681	1.997	9.277	-0.227	-0.118	-0.435
O	-2.051	4.479	10.181	0.028	-0.149	-0.239
O	3.889	-2.185	11.457	0.045	0.118	0.047
O	-2.444	-3.581	10.401	0.145	-0.029	-0.394
O	-6.181	11.721	20.275	-0.042	-0.005	0.168
O	-2.471	-4.186	15.305	0.061	0.001	-0.05
O	5.663	2.233	12.773	-0.144	0.012	-0.203
O	7.502	0.35	12.982	-0.027	-0.116	-0.184
O	-1.906	-4.617	12.743	-0.036	-0.017	-0.213
O	0.632	1.285	11.757	0.179	-0.037	-0.182
O	7.951	2.71	14.155	-0.006	-0.065	-0.153
O	9.192	6.064	12.807	0.031	0.016	-0.228
O	-7.135	-0.071	22.178	0.041	0.064	0.468
O	-0.307	5.817	17.387	-0.007	-0.004	0.173
O	2.561	-2.942	14.574	-0.092	-0.036	-0.073
O	-1.852	9.545	9.417	-0.093	0.148	-0.458
O	-7.612	5.927	19.96	-0.173	0.198	0.489
O	0.919	0.609	16.742	0.06	-0.146	0.072
O	3.806	6.957	22.509	0.24	-0.108	0.293
O	-8.281	7.7	16.608	0.012	0.029	0.024
O	-7.659	13.852	20.072	-0.034	0.043	0.128
O	0.796	-1.025	14.64	0.075	0.003	-0.146
O	4.246	6.11	10.972	0.024	-0.139	-0.102
O	4.026	1.315	21.855	-0.044	-0.033	0.209
O	4.174	-0.807	14.824	-0.037	-0.011	-0.12
O	-0.986	3.577	18.566	0.039	-0.066	0.141
O	5.229	-3.192	14.682	-0.093	0.047	-0.092
O	0.565	7.225	15.255	0.015	0.082	-0.051
O	4.428	11.997	21.911	-0.164	-0.005	0.502
O	-3.655	6.057	22.92	0.051	0.023	0.55
O	-7.415	2.374	22.981	0.017	-0.034	0.702
O	0.136	7.423	22.031	0.024	0.082	0.212
O	-3.955	7.442	19.625	0.057	0.135	0.243
O	-2.131	2.149	20.499	0.044	-0.004	0.194
O	0.574	4.824	22.048	-0.067	-0.099	0.239
O	9.472	-4.476	10.006	0.034	-0.008	-0.159
O	-2.296	9.688	17.396	0.051	0.006	0.132
O	-2.206	1.273	17.984	0.108	0.106	0.184
O	6.01	5.716	21.844	-0.061	0.017	-0.008
O	-4.133	11.535	22.111	0.14	0.077	0.39
O	-4.194	-3.273	12.457	0.103	-0.15	-0.182
O	9.079	-1.687	12.257	0.016	-0.014	-0.084
O	3.769	4.993	20.594	0.056	0.054	0.177
O	7.709	-1.796	14.515	-0.098	0.006	-0.25
O	1.311	-1.535	20.413	-0.079	-0.168	0.179
O	-3.775	0.935	22.169	0.015	-0.048	0.241
O	-3.969	-5.597	11.323	-0.061	-0.134	-0.007
O	5.271	5.868	16.44	-0.106	-0.026	0.003
O	-0.039	-0.284	22.278	0.114	-0.03	0.035
O	-5.612	3.282	10.172	0.015	0.055	-0.185
O	-2.02	7.039	15.825	-0.014	0.041	-0.028
O	4.077	9.691	23.127	0.012	0.045	0.162
O	3.604	1.687	14.371	-0.062	-0.018	-0.151
O	2.335	2.208	18.261	0.065	-0.041	0.111
O	6.723	-4.974	13.42	0.051	0	-0.107
O	-5.094	-1.885	14.53	0.092	-0.019	-0.263
O	-3.929	-0.04	16.585	0.13	-0.042	0.022
O	-4.306	10.005	19.979	0	-0.007	0.18
O	4.394	3.473	17.076	0.032	-0.12	0.133
O	-5.381	5.412	18.658	-0.073	0.006	0.102
O	-1.367	11.638	18.944	-0.012	0.039	0.106
O	-1.421	-0.228	15.879	0.087	-0.007	-0.068
O	4.183	7.315	19.541	0.006	-0.116	0.184
O	1.351	-2.325	12.32	0.07	0.046	-0.092
O	0.076	1.269	19.246	0.085	-0.099	0.21
O	7.434	5.739	14.85	-0.019	0.055	-0.192
O	-3.724	12.618	19.715	-0.057	-0.003	0.215
O	-3.911	-0.703	12.383	0.161	0.144	-0.192
O	-3.674	-1.518	23.018	0.037	-0.078	0.54
O	0.073	1.446	14.395	0.066	0.033	-0.148
O	-7.518	7.522	22.096	-0.032	-0.065	0.213
O	-4.387	7.133	16.985	0.015	0.017	0.057
O	2.773	6.434	13.103	0.066	0.119	-0.342
O	-3.695	1.544	10.979	-0.021	0.183	-0.004
O	-3.737	5.503	12.011	0.175	-0.004	-0.289
O	0.147	12.482	22.207	0.058	0.101	-0.048
O	3.916	12.975	16.821	-0.11	0.1	0.14
O	1.18	4.432	13.372	-0.046	-0.036	-0.124
O	1.734	9.044	13.574	0.052	0.031	-0.127
O	-7.299	10.003	17.437	-0.023	-0.038	0.017
O	-6.607	12.384	16.448	0.018	-0.045	0.001
O	8.92	-5.328	14.901	-0.027	-0.084	-0.268
O	-4.713	10.679	16.794	0.096	-0.032	0
O	3.688	3.925	13.003	0.063	-0.068	-0.201
O	-4.743	2.284	20.074	0.28	0.012	0.299
O	4.136	0.86	16.9	0.073	-0.013	0.071
O	-9.289	0.328	20.767	-0.188	0.008	0.096
O	-7.592	12.535	22.375	0.028	-0.084	0.282
O	3.288	1.557	11.702	-0.138	-0.16	-0.253
O	-0.813	4.931	14.912	-0.016	-0.086	-0.161
O	3.763	-0.442	19.975	0.027	-0.13	0.05
O	-6.447	-0.398	16.315	-0.014	-0.03	-0.023
O	4.217	12.041	19.201	0.022	0.153	0.24
O	-2.229	-1.454	18.046	0.046	-0.105	0.19
O	-3.663	8.923	15.185	0.007	0.015	-0.035
O	4.516	9.795	20.436	0.028	-0.023	0.099
O	-1.076	5.717	12.363	-0.129	0.061	-0.256
O	-3.429	8.509	22.01	-0.01	-0.159	0.563
O	2.982	5.014	15.357	-0.011	-0.008	-0.065
O	0.313	2.31	22.842	-0.147	-0.014	0.61
O	2.955	9.212	18.308	0.056	-0.054	0.097
O	4.76	1.95	19.285	-0.052	-0.105	0.207
O	1.793	2.802	9.934	0.064	-0.145	-0.224
O	-7.071	4.898	22.383	0.022	0.005	0.177
O	-1.768	0.669	12.682	-0.064	-0.057	-0.238
O	-5.605	1.803	17.605	-0.003	0.08	0.217
O	5.71	9.07	18.276	-0.157	0.023	0.213
O	6.399	-1.958	12.272	-0.328	-0.05	-0.259
O	-0.079	-3.447	14.293	0.12	0.105	-0.058
O	5.856	1.922	9.428	-0.044	-0.043	-0.542
O	6.079	1.077	15.122	-0.095	-0.012	-0.065
O	-1.847	9.119	19.919	-0.023	-0.081	0.256
O	0.236	9.594	18.401	-0.054	-0.026	0.086
O	2.756	-4.565	11.956	-0.006	0.051	-0.017
O	-6.938	0.84	19.643	-0.098	-0.14	0.271
O	1.981	7.508	10.623	-0.09	-0.025	-0.47
O	0.28	9.935	22.857	-0.123	0.126	0.574
O	-8.901	11.523	20.291	-0.071	-0.004	0.138
O	-5.081	4.008	13.877	0.067	0.05	-0.192
O	7.674	8.059	13.68	0.002	-0.004	-0.124
O	-2.211	7.1	10.404	-0.008	0.112	-0.307
O	3.058	5.544	17.972	-0.085	0.024	0.291
O	-7.773	5.224	17.413	0.013	0.004	0.159
O	1.901	11.575	17.846	0.095	0.338	0.102
O	-1.398	13.766	20.517	0.247	0.163	0.264
O	-0.648	9.473	14.62	0.005	0.06	-0.093
O	-7.519	9.965	22.985	0.045	-0.028	0.65
O	9.639	5.803	9.385	0.088	-0.109	-0.561
O	-1.036	3.176	12.838	-0.015	-0.088	-0.175
O	6.419	7.145	10.038	0.01	0.013	-0.143
O	-5.232	1.647	15.016	-0.015	0.056	-0.223
O	-9.437	10.034	15.908	-0.11	0.056	-0.038
O	-0.85	5.84	20.04	0.137	0.126	0.403
O	4.136	-5.474	14.137	-0.133	-0.006	-0.114

Results
free energy: -270104.290 eV
free energy less fixed offsets of O -568.88, Si -635.61 eV per atom: -9.970 eV

The program warned: the cutoff lies below the one the program advises for these potential files; the exchange-correlation potential is rough where the density is thin.
